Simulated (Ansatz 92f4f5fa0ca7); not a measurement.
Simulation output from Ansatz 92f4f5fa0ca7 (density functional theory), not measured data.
Periodic cell of 441 atoms, Si288O153, from a study of silicon, its oxide and their interface. The atomic structure is a simulated model.
Doubt: the cutoff is far below the 930 eV that the study's wrapper takes by default for these files, so forces and energies are approximate.
This geometry differs little from another in the collection (a relaxation step or a small displacement).

Settings
functional: PBE
potential files: Ansatz PAW
basis: plane waves
wave-function cutoff: 580 eV
density cutoff ratio: 5
exchange-correlation grid ratio: 1
k mesh: 1 x 1 x 1, Gamma-centred
self-consistency stop: 5e-08 eV per atom in the density residual
occupations: fixed
spin: none
net charge: 0

Cell vectors (angstrom)
a 15.4687 0 0
b 0 15.4687 0
c -3.6206 4.1968 32.4136

Atoms: element, x, y, z (angstrom)
Si -3.5878 4.4723 23.5564
Si -3.5845 7.6575 23.4551
Si -3.7793 12.3346 23.5741
Si -3.659 0.0579 23.611
Si 0.3658 3.8985 23.4702
Si 0.1981 8.3532 23.4743
Si 0.1917 11.5194 23.5474
Si 0.2269 0.7366 23.5567
Si 4.1763 3.8019 23.782
Si 4.0363 8.1085 23.7363
Si 4.145 11.2972 23.4769
Si -7.3441 3.9121 23.7093
Si -7.5175 8.374 23.5642
Si -7.5449 11.5285 23.7311
Si -7.4075 0.7719 23.5986
Si -1.6008 4.2138 24.807
Si -1.7075 8.0479 24.8398
Si -1.7671 11.8945 24.8182
Si -1.6874 0.3767 24.8933
Si 2.1969 4.1775 24.9582
Si 2.0639 8.058 24.9435
Si 2.1903 11.8672 24.7649
Si 2.2391 0.4656 24.7804
Si 6.1345 4.184 24.9944
Si 6.0507 8.026 24.943
Si 5.9551 11.8272 24.9341
Si 6.0077 0.4427 24.7429
Si -5.4405 4.1707 25.0065
Si -5.5294 8.0532 24.8002
Si -5.6031 11.9407 24.9948
Si -5.5531 0.3518 24.9802
Si -1.6416 6.1251 26.2224
Si -1.75 9.9849 26.2267
Si -1.6666 13.8523 26.2107
Si -1.6863 2.305 26.2456
Si 2.1446 6.1282 26.2792
Si 2.1473 10.0138 26.2729
Si 2.2162 13.8858 26.094
Si 2.168 2.2601 26.3253
Si 6.0864 6.1227 26.3072
Si 6.0216 9.9462 26.3392
Si 5.9812 13.9003 26.1307
Si 6.1043 2.2369 26.3125
Si -5.5399 6.1595 26.2587
Si -5.5178 9.9549 26.2551
Si -5.6181 13.8784 26.3239
Si -5.4777 2.2549 26.3521
Si -3.5914 6.1365 27.6046
Si -3.6247 9.9859 27.647
Si -3.6133 13.8662 27.6092
Si -3.5645 2.2683 27.6712
Si 0.2384 6.1247 27.6475
Si 0.2029 10.0065 27.6116
Si 0.2851 13.8654 27.5639
Si 0.2283 2.2635 27.645
Si 4.1117 6.1325 27.6216
Si 4.0763 9.9875 27.6571
Si 4.0931 13.8729 27.5697
Si 4.1343 2.2614 27.6428
Si 8.0122 6.1345 27.6491
Si 7.999 9.9843 27.6283
Si 7.8938 13.8766 27.6101
Si 8.0247 2.2559 27.6618
Si -3.6206 4.1968 28.9949
Si -3.6206 8.064 28.9949
Si -3.6206 11.9312 28.9949
Si -3.6206 15.7983 28.9949
Si 0.2465 4.1968 28.9949
Si 0.2465 8.064 28.9949
Si 0.2465 11.9312 28.9949
Si 0.2465 15.7983 28.9949
Si 4.1137 4.1968 28.9949
Si 4.1137 8.064 28.9949
Si 4.1137 11.9312 28.9949
Si 4.1137 15.7983 28.9949
Si 7.9809 4.1968 28.9949
Si 7.9809 8.064 28.9949
Si 7.9809 11.9312 28.9949
Si 7.9809 15.7983 28.9949
Si 1.9336 0 3.4175
Si 1.9336 3.8672 3.4175
Si 1.9336 7.7343 3.4175
Si 1.9336 11.6015 3.4175
Si 5.8008 0 3.4175
Si 5.8008 3.8672 3.4175
Si 5.8008 7.7343 3.4175
Si 5.8008 11.6015 3.4175
Si 9.6679 0 3.4175
Si 9.6679 3.8672 3.4175
Si 9.6679 7.7343 3.4175
Si 9.6679 11.6015 3.4175
Si -1.9336 0 3.4175
Si -1.9336 3.8672 3.4175
Si -1.9336 7.7343 3.4175
Si -1.9336 11.6015 3.4175
Si 1.9159 1.9352 4.7528
Si 1.9642 5.8062 4.7988
Si 1.9046 9.6637 4.8257
Si 1.9179 -1.9398 4.8178
Si 5.8045 1.9265 4.7781
Si 5.8052 5.8015 4.7643
Si 5.7423 9.6712 4.8368
Si 5.7687 -1.929 4.7341
Si 9.6583 1.9325 4.7397
Si 9.6861 5.7966 4.7832
Si 9.7022 9.6686 4.7206
Si 9.6768 -1.9311 4.7923
Si -1.9511 1.9189 4.7747
Si -1.9021 5.8117 4.7527
Si -1.8767 9.6722 4.8625
Si -1.9162 -1.9335 4.7679
Si -0.0078 1.8838 6.1156
Si 0.0081 5.8305 6.1364
Si 0.0661 9.6919 6.3552
Si -0.036 -1.9584 6.2048
Si 3.8447 1.9315 6.0995
Si 3.9143 5.799 6.1748
Si 3.7636 9.667 6.2794
Si 3.8864 -1.9194 6.1487
Si 7.7621 1.9268 6.1173
Si 7.7301 5.7819 6.1171
Si 7.7845 9.6854 6.0417
Si 7.6769 -1.9193 6.0712
Si -3.9091 1.9382 6.1058
Si -3.8152 5.8074 6.1105
Si -3.8821 9.6449 6.1269
Si -3.8228 -1.9312 6.1357
Si 0.0368 -0.0242 7.5556
Si -0.0247 3.8495 7.3904
Si 0.0257 7.6568 7.6835
Si 0.0206 -3.7572 7.783
Si 3.7961 0.0347 7.4926
Si 3.9423 3.824 7.487
Si 3.8487 7.6678 7.6554
Si 3.7589 -3.7713 7.6159
Si 7.6782 -0.0158 7.455
Si 7.7852 3.8444 7.4942
Si 7.8079 7.7666 7.3815
Si 7.6972 -3.858 7.383
Si -3.8752 0.0256 7.4773
Si -3.8446 3.8774 7.4507
Si -3.8533 7.7124 7.5011
Si -3.861 -3.8927 7.4675
Si 1.9425 -0.3664 8.9413
Si 1.9223 3.8858 8.6469
Si 1.9312 7.0544 9.0095
Si 1.9426 -2.9016 9.0244
Si 5.7412 0.3517 8.7754
Si 5.8899 3.5081 8.8321
Si 5.9412 8.0844 8.7275
Si 5.7942 -4.221 8.7268
Si -5.8557 -0.3362 8.7398
Si -5.7377 4.2058 8.7958
Si -5.7952 7.3834 8.7997
Si -5.8505 -3.5073 8.6859
Si -1.9378 0.3884 8.7858
Si -1.9167 3.5902 8.7716
Si -1.9832 7.9453 8.9287
Si -2.0277 -4.2973 8.9236
Si 1.9387 1.3941 10.7372
Si 4.4293 5.4222 22.0743
Si -1.6871 4.1968 30.3621
Si -1.6871 8.064 30.3621
Si -1.6871 11.9312 30.3621
Si -1.6871 15.7983 30.3621
Si 2.1801 4.1968 30.3621
Si 2.1801 8.064 30.3621
Si 2.1801 11.9312 30.3621
Si 2.1801 15.7983 30.3621
Si 6.0473 4.1968 30.3621
Si 6.0473 8.064 30.3621
Si 6.0473 11.9312 30.3621
Si 6.0473 15.7983 30.3621
Si -5.5542 4.1968 30.3621
Si -5.5542 8.064 30.3621
Si -5.5542 11.9312 30.3621
Si -5.5542 15.7983 30.3621
Si -1.6871 6.1304 31.7294
Si -1.6871 9.9976 31.7294
Si -1.6871 13.8647 31.7294
Si -1.6871 2.2632 31.7294
Si 2.1801 6.1304 31.7294
Si 2.1801 9.9976 31.7294
Si 2.1801 13.8647 31.7294
Si 2.1801 2.2632 31.7294
Si 6.0473 6.1304 31.7294
Si 6.0473 9.9976 31.7294
Si 6.0473 13.8647 31.7294
Si 6.0473 2.2632 31.7294
Si -5.5542 6.1304 31.7294
Si -5.5542 9.9976 31.7294
Si -5.5542 13.8647 31.7294
Si -5.5542 2.2632 31.7294
Si 0 1.9336 0.683
Si 0 5.8008 0.683
Si 0 9.6679 0.683
Si 0 -1.9336 0.683
Si 3.8672 1.9336 0.683
Si 3.8672 5.8008 0.683
Si 3.8672 9.6679 0.683
Si 3.8672 -1.9336 0.683
Si 7.7343 1.9336 0.683
Si 7.7343 5.8008 0.683
Si 7.7343 9.6679 0.683
Si 7.7343 -1.9336 0.683
Si 11.6015 1.9336 0.683
Si 11.6015 5.8008 0.683
Si 11.6015 9.6679 0.683
Si 11.6015 -1.9336 0.683
Si 0 0 2.0503
Si 0 3.8672 2.0503
Si 0 7.7343 2.0503
Si 0 11.6015 2.0503
Si 3.8672 0 2.0503
Si 3.8672 3.8672 2.0503
Si 3.8672 7.7343 2.0503
Si 3.8672 11.6015 2.0503
Si 7.7343 0 2.0503
Si 7.7343 3.8672 2.0503
Si 7.7343 7.7343 2.0503
Si 7.7343 11.6015 2.0503
Si 11.6015 0 2.0503
Si 11.6015 3.8672 2.0503
Si 11.6015 7.7343 2.0503
Si 11.6015 11.6015 2.0503
Si 4.1136 1.3852 23.5523
Si -5.2662 1.8558 10.8829
Si 1.147 -2.4281 13.952
Si 5.5448 -4.7612 14.4977
Si 0.8159 8.8202 14.906
Si 5.8479 5.8965 10.8982
Si 4.3175 8.873 19.1297
Si -3.585 7.3489 15.587
Si 4.0218 2.3329 12.9072
Si 7.7224 6.4576 13.3991
Si 9.5741 2.6081 13.8557
Si -3.3002 10.1772 16.1888
Si 7.6694 -1.2412 12.9099
Si -4.8934 -1.8753 12.8393
Si -3.1136 -4.2662 11.7121
Si -5.5358 -5.7431 10.9276
Si -5.3165 0.7928 16.3996
Si -1.2765 -4.5314 14.2246
Si 3.1112 9.6579 12.9301
Si 2.496 -3.0706 11.3383
Si -0.4557 4.6027 13.3601
Si -1.3433 10.0514 18.6886
Si 3.1778 7.1137 11.6655
Si -2.4288 -0.1004 17.1612
Si 6.8068 1.6132 13.681
Si 2.6508 4.9451 13.748
Si 9.0201 -1.7753 15.4236
Si -6.3066 10.7901 16.3542
Si -0.6299 6.2649 15.863
Si -2.2845 5.7012 11.2045
Si -3.3832 8.7422 20.4227
Si -2.8588 0.2606 11.5439
Si -4.8037 5.5096 13.2197
Si -1.3366 2.0955 19.1102
Si -1.2166 5.2119 18.6355
Si 3.9159 5.0089 16.7121
Si 3.1424 12.6406 18.2053
Si -6.9491 5.0165 18.8146
Si -2.2107 13.0309 19.363
Si 4.52 0.7059 15.3153
Si 5.4387 -2.0096 10.9272
Si 0.0671 0.1958 15.4142
Si 1.6487 9.9829 17.7088
Si -0.4854 1.6616 12.8755
Si -7.7755 -0.1026 20.6987
Si 4.9422 11.3551 20.5482
Si 3.9247 2.1738 17.9014
Si -3.5972 2.2247 21.2611
Si 1.3328 0.9231 18.2837
Si -4.5918 11.5199 20.6088
Si -7.9036 6.0118 21.5868
Si 3.9551 -2.3638 15.2462
Si -8.7111 9.2257 17.0712
Si 0.4034 6.1348 21.1254
Si 0.0124 13.8527 21.3557
Si 4.6365 0.7998 20.4911
Si 3.1491 6.0755 19.5502
Si 8.1018 9.619 13.5525
Si 2.3398 -0.9493 19.2663
Si -8.5956 6.1487 16.3449
Si -4.1303 6.3914 18.4178
Si -6.0697 2.0956 19.1785
Si -7.6008 12.3838 20.8232
O 1.8585 5.4227 9.242
O 3.8739 8.5326 12.0305
O -2.7935 5.4728 18.3514
O -7.0018 3.4336 19.1982
O 6.0715 4.4482 10.1822
O 5.6268 -0.6276 10.0902
O 1.6752 6.438 20.1431
O 1.564 9.559 16.1444
O 5.8406 -5.8042 9.2213
O 5.9151 -3.3086 10.0816
O 9.487 0.6294 10.0751
O 9.6567 -1.9289 9.2077
O 9.7069 1.8907 12.4109
O -5.7918 8.3094 10.1651
O -4.1986 6.4416 14.4034
O 6.5807 5.9404 12.3488
O 9.0349 -5.6511 12.2604
O -3.6431 3.5709 22.1786
O -2.1193 -0.4107 10.2361
O -1.7389 1.9927 9.1504
O -2.043 4.4633 10.1635
O 3.8875 -2.1809 11.4155
O -2.4177 -3.6006 10.379
O -6.1829 11.7346 20.3696
O -2.4728 -4.1841 15.2992
O 5.6441 2.2481 12.723
O 7.4867 0.3745 12.8759
O -1.903 -4.6119 12.732
O 0.644 1.336 11.7426
O 7.9459 2.7244 14.0793
O 9.1935 6.0768 12.7893
O -7.1461 -0.0601 22.2039
O -0.3142 5.831 17.4092
O 2.5381 -2.9326 14.6486
O -1.8631 9.5583 9.2812
O -7.5872 5.9412 19.9987
O 0.9082 0.5841 16.7421
O 3.8653 6.9025 22.5925
O -8.2981 7.7219 16.6195
O -7.7076 13.8495 20.129
O 0.7873 -0.9898 14.5835
O 4.2328 6.0996 10.9625
O 3.9791 1.2772 21.8998
O 4.1608 -0.806 14.8631
O -0.9867 3.6043 18.6273
O 5.2084 -3.1839 14.6308
O 0.5554 7.2384 15.2692
O 4.4035 11.9738 21.9769
O -3.6325 6.0501 23.0572
O -7.4125 2.3644 23.1303
O 0.1545 7.4267 22.1
O -3.9876 7.4628 19.6283
O -2.1473 2.1284 20.518
O 0.5628 4.8154 22.0984
O 9.5013 -4.4805 9.9996
O -2.3249 9.7195 17.4201
O -2.1872 1.2948 17.9758
O 6.0185 5.6386 21.8386
O -4.095 11.5328 22.1704
O -4.2043 -3.2741 12.3982
O 9.0823 -1.6712 12.1913
O 3.7666 4.9964 20.6236
O 7.713 -1.748 14.4545
O 1.2699 -1.5892 20.3382
O -3.773 0.9154 22.2106
O -3.9491 -5.6228 11.3185
O 5.2567 5.8953 16.4369
O 0.0681 -0.275 22.2717
O -5.608 3.2765 10.1596
O -2.0256 7.0586 15.8495
O 4.0802 9.6697 23.1639
O 3.6066 1.673 14.3555
O 2.32 2.2406 18.2132
O 6.7348 -4.9609 13.4005
O -5.0969 -1.863 14.4706
O -3.9246 -0.0127 16.5786
O -4.309 10.0247 20.0446
O 4.418 3.5056 17.1163
O -5.3845 5.4059 18.6657
O -1.4038 11.6563 18.9952
O -1.4239 -0.2461 15.8862
O 4.202 7.3196 19.5737
O 1.3904 -2.3358 12.3274
O 0.0777 1.2952 19.2705
O 7.4219 5.7613 14.8517
O -3.744 12.6599 19.7926
O -3.8948 -0.7117 12.3145
O -3.666 -1.5352 23.1643
O 0.0598 1.4653 14.3988
O -7.5603 7.5085 22.15
O -4.3997 7.1184 16.982
O 2.7553 6.4232 13.0782
O -3.6624 1.573 10.9742
O -3.7404 5.5316 11.9652
O 0.1647 12.4889 22.2258
O 3.9957 12.9321 16.8529
O 1.1565 4.4351 13.3777
O 1.7414 9.0462 13.5811
O -7.3129 10.0294 17.4134
O -6.6208 12.3928 16.3798
O 8.9301 -5.3467 14.8719
O -4.7269 10.6995 16.7785
O 3.6505 3.9148 12.9778
O -4.7678 2.2854 20.1383
O 4.2029 0.8978 16.9035
O -9.3209 0.3508 20.8032
O -7.5859 12.5528 22.4458
O 3.2885 1.5337 11.6781
O -0.841 4.9552 14.907
O 3.7404 -0.4553 19.9925
O -6.44 -0.3929 16.2947
O 4.2356 12.0833 19.2857
O -2.2543 -1.4276 18.0908
O -3.6702 8.926 15.1974
O 4.4992 9.7855 20.4626
O -1.083 5.7214 12.3322
O -3.4229 8.4669 22.0298
O 2.9844 5.0084 15.3575
O 0.2696 2.3056 22.9939
O 2.9189 9.19 18.3475
O 4.6917 1.9591 19.3297
O 1.834 2.7863 9.8723
O -7.0456 4.8946 22.4114
O -1.74 0.6605 12.6423
O -5.604 1.7925 17.6472
O 5.6812 9.1202 18.2769
O 6.398 -1.945 12.2186
O -0.0872 -3.427 14.2876
O 5.8425 1.9201 9.3194
O 6.0946 1.0682 15.0558
O -1.8555 9.1214 19.9405
O 0.2115 9.6325 18.4102
O 2.7629 -4.5674 11.9415
O -6.9597 0.8448 19.6828
O 1.9854 7.5241 10.6022
O 0.2161 9.9484 23.0013
O -8.9009 11.4928 20.3992
O -5.0649 4.0115 13.8264
O 7.6507 8.0617 13.6426
O -2.1963 7.094 10.3388
O 3.053 5.5571 17.9986
O -7.7962 5.2488 17.4427
O 1.9354 11.5789 17.8683
O -1.4165 13.7985 20.5669
O -0.6404 9.4878 14.6097
O -7.5034 9.9744 23.1294
O 9.6548 5.793 9.2877
O -1.0549 3.1871 12.8268
O 6.3999 7.1516 10.0151
O -5.2568 1.6836 15.0331
O -9.4562 10.0571 15.8993
O -0.8369 5.8704 20.087
O 4.1437 -5.4767 14.1199

Results
free energy: -270104.992 eV
free energy less fixed offsets of O -568.88, Si -635.61 eV per atom: -10.672 eV

Forces (eV/angstrom), in the order of the atoms: element, x, y, z
Si 0.0113 -0.0223 0.0147
Si -0.0256 0.0245 0.0454
Si 0.0305 -0.0093 0.049
Si 0.001 -0.0067 0.012
Si 0.0403 0.0359 0.051
Si 0.0073 -0.0438 0.0379
Si 0.0088 0.0732 0.0454
Si 0.0035 -0.0273 0.0324
Si 0.001 0.0011 -0.0162
Si -0.0204 0.0268 0.014
Si 0.006 0.0248 0.0598
Si -0.0326 0.052 0.0448
Si -0.0246 -0.05 0.0014
Si 0.0208 0.0411 0.0754
Si -0.0105 -0.0431 0.0507
Si -0.0178 0.0045 0.0005
Si 0.0137 0.0026 -0.0136
Si -0.0151 0.0237 -0.0097
Si 0.0058 -0.0154 0.0091
Si -0.0179 -0.0092 0.0005
Si 0.0084 -0.0152 0.0054
Si 0.0017 0.0165 -0.0012
Si 0.0103 -0.0276 0.0011
Si 0.0094 -0.009 -0.0015
Si 0.0188 -0.0215 0.0171
Si -0.0135 0.0148 -0.021
Si -0.0097 -0.0304 -0.0003
Si 0.0056 -0.001 0.0015
Si 0.0212 -0.0209 -0.0062
Si -0.0353 -0.0004 -0.0444
Si -0.0006 -0.0101 -0.0066
Si 0.0109 0.0056 0.0234
Si -0.0196 -0.0009 0.0241
Si 0.0149 0.0059 -0.0115
Si -0.0129 -0.0121 0.0149
Si 0.0058 -0.001 0.0055
Si 0.0133 0.0039 0.0237
Si 0.002 0.0069 0.0039
Si -0.004 0.0247 0.0082
Si -0.0029 -0.0017 0.0111
Si -0.0165 0.0171 0.0445
Si -0.0005 -0.0039 0.0032
Si -0.0041 0.0235 0.0229
Si -0.0169 0.0132 0.0162
Si 0.0233 0.0092 0.0386
Si -0.0012 0.0064 0.0405
Si 0.0214 -0.002 0.0259
Si 0.0028 -0.0095 -0.0011
Si -0.005 -0.0057 -0.0054
Si -0.0218 -0.0016 -0.0079
Si -0.0044 0.0094 -0.0045
Si -0.0017 0.0006 -0.0013
Si 0.008 -0.0006 0.0012
Si -0.0026 0.0017 -0.0004
Si 0.0142 -0.0058 -0.0023
Si -0.0089 0.006 -0.0001
Si 0.0099 -0.0102 -0.0219
Si 0.0007 0.0016 0.0004
Si 0.0075 -0.0114 -0.0005
Si 0.006 -0.0007 -0.0062
Si -0.0041 -0.0035 -0.007
Si 0.0135 0.0051 -0.0074
Si -0.0164 -0.0036 0.0014
Si 0.0648 0.2238 0.0705
Si 0.1166 -0.1344 0.0581
Si 0.0231 0.0608 -0.0708
Si 0.1999 -0.1459 0.0712
Si -0.0843 -0.034 0.1445
Si -0.0731 0.1047 -0.053
Si 0.0099 0.1312 -0.2624
Si -0.0196 -0.1826 -0.1737
Si 0.0064 0.0458 0.0194
Si -0.1109 -0.1223 0.1386
Si -0.0469 0.1732 -0.1936
Si -0.0374 -0.1317 -0.1154
Si 0.0939 0.0151 0.1481
Si 0.0896 0.0262 0.1654
Si -0.1189 0.033 -0.1704
Si -0.0787 -0.1214 0.1364
Si -0.0475 -0.1866 0.0293
Si -0.0358 0.1551 -0.0381
Si -0.0142 0.0405 0.1915
Si -0.0537 -0.0394 0.2725
Si -0.0314 0.1247 -0.2523
Si -0.0481 -0.0677 -0.0689
Si -0.1583 0.1894 0.1206
Si -0.2071 -0.2352 0.0182
Si 0.0473 -0.1458 -0.1709
Si 0.0165 0.1107 -0.1928
Si 0.0321 -0.1899 -0.2238
Si 0.1258 0.2088 -0.2071
Si -0.0067 -0.0322 -0.1482
Si 0.0867 -0.0677 -0.0412
Si 0.1956 0.3118 0.1182
Si 0.1493 -0.2079 0.2128
Si 0.0006 0.0163 -0.0099
Si -0.0128 -0.0068 0.0195
Si 0.0002 0.0119 -0.0047
Si -0.0138 -0.0081 -0.0017
Si 0.0007 0.0037 0.004
Si 0.0099 -0.0219 0.0105
Si 0.0003 0.0051 -0.0045
Si 0.0121 -0.0027 0.0057
Si 0.001 -0.0017 0.0135
Si -0.0067 -0.001 0.0122
Si -0.0097 0.0089 0.0116
Si -0.0161 -0.0063 0.0066
Si 0.0165 0.008 0.0043
Si -0.0116 -0.0185 0.0105
Si 0.0033 0.0018 -0.0057
Si -0.0146 -0.0047 0.0016
Si 0.0014 -0.0045 0.0172
Si 0.0104 0.0257 0.0139
Si 0.0109 -0.0126 0.0045
Si 0.0188 0.0139 0.016
Si -0.0192 0.0123 -0.0293
Si 0.0005 0.0336 -0.0098
Si -0.0167 -0.0212 -0.0137
Si -0.0088 0.0271 0.0242
Si 0.0087 -0.0036 -0.0225
Si -0.0107 -0.0017 -0.0243
Si 0.0183 -0.0082 -0.0218
Si -0.0031 0.0016 -0.0333
Si -0.0241 0.0061 -0.0372
Si 0.0222 0.0133 -0.0437
Si -0.0096 -0.0097 -0.0368
Si 0.0261 0.0008 -0.0222
Si -0.0683 0.0062 0.003
Si -0.0323 -0.0162 -0.0336
Si 0.0063 -0.0217 0.0096
Si -0.0065 0.0013 -0.0186
Si 0.0389 -0.0519 0.0234
Si 0.0675 -0.0145 -0.0077
Si 0.0147 -0.0082 0.034
Si -0.0078 0.0193 -0.0099
Si -0.0006 -0.0012 0.0212
Si 0.0222 0.0113 -0.0018
Si 0.0094 0.0038 0.0425
Si 0.0162 0.0036 -0.0065
Si -0.0466 -0.0236 0.0343
Si 0.0227 -0.0052 0.0212
Si -0.0128 -0.0056 0.0585
Si -0.0189 0.0195 0.0016
Si 0.0054 0.0119 0.0139
Si -0.0402 0.0441 0.0327
Si -0.0053 0.0424 -0.1281
Si 0.0071 -0.0024 0.0245
Si -0.0327 -0.0536 -0.0698
Si -0.0343 0.0376 -0.0077
Si -0.0351 -0.0587 -0.0846
Si -0.0085 0.0182 0.0127
Si 0.0193 0.0539 -0.0545
Si -0.0262 -0.0136 -0.0081
Si 0.0067 0.0487 -0.0927
Si -0.004 -0.0298 0.0097
Si 0.0941 -0.0892 -0.0903
Si 0.0206 0.038 -0.0434
Si 0.0193 -0.0741 -0.0807
Si 0.0341 0.0434 0.0024
Si 0.002 -0.0281 -0.0002
Si 0.0105 -0.0176 0.0025
Si 0.004 0.0516 0.0359
Si -0.0165 -0.0038 0.0195
Si -0.0113 0.0871 0.0036
Si -0.0314 -0.1329 0.0242
Si -0.0066 -0.003 0.0007
Si 0.0232 -0.0242 0.0059
Si 0.0067 0.017 -0.0115
Si 0.0108 -0.0057 -0.0161
Si -0.0087 0.0464 0.0003
Si 0.0022 -0.0058 -0.005
Si 0.0174 -0.0301 -0.0083
Si 0.0159 -0.0003 0.006
Si -0.0158 0.0182 0.0139
Si -0.0175 -0.0413 0.0091
Si 0.0214 0.0937 -0.0158
Si -0.0112 -0.0899 -0.0085
Si 0.0161 -0.0012 0.01
Si 0.0225 -0.0271 -0.0141
Si -0.0044 0.0113 0.011
Si 0.0102 0.0167 -0.0073
Si -0.0357 -0.0009 0.0146
Si 0.014 0 0.0054
Si -0.0331 0.0094 0.0036
Si -0.0031 -0.0081 0.0058
Si 0.0049 0.0004 0.0151
Si -0.0282 0.0207 0.0089
Si 0.0175 0.0203 0.0009
Si -0.0266 -0.0441 0.0078
Si 0.0107 0.0054 0.0129
Si 0.0111 -0.0235 -0.016
Si 0.0375 0.0031 0.0107
Si -0.0005 0.0201 -0.0095
Si 0.0264 -0.0005 -0.0116
Si -0.0101 0.0307 -0.0052
Si 0.0318 -0.0131 0.0014
Si -0.0009 -0.0216 -0.0044
Si -0.0427 -0.0091 -0.0072
Si -0.028 0.0073 0.0022
Si -0.0222 -0.0103 -0.0075
Si -0.0132 0.0096 0.0029
Si 0.0132 0.0049 -0.0058
Si -0.0421 -0.0232 0.0037
Si 0.0102 -0.0129 -0.0097
Si -0.0199 0.0333 -0.0036
Si 0.0233 -0.0013 -0.0072
Si 0.0483 -0.0053 -0.0018
Si -0.006 -0.0015 -0.0067
Si 0.0444 0.0104 -0.011
Si 0.0032 0.0169 -0.0148
Si -0.0032 0.0108 -0.0222
Si -0.0203 -0.0012 -0.0024
Si -0.0088 -0.0191 -0.0005
Si 0.0192 0.0102 -0.0129
Si 0.0106 -0.0222 -0.0099
Si 0.0182 0.0488 0.0006
Si 0.0283 -0.0418 -0.0108
Si -0.0124 -0.0454 -0.0088
Si 0.0067 0.0262 -0.0091
Si 0.0264 0.0579 0.0103
Si 0.0242 -0.0451 0.0137
Si -0.0013 -0.0476 -0.0193
Si -0.0198 -0.0051 -0.007
Si -0.0366 0.0506 0.0017
Si -0.0485 -0.0031 -0.0096
Si -0.005 0.0174 0.0155
Si 0.0009 0.0048 -0.0021
Si 0.0177 0.0183 -0.0045
Si -0.0148 0.0082 0.0098
Si 0.009 0.0078 0.0033
Si -0.0076 0.0038 0.0001
Si 0.0043 -0.0194 -0.0136
Si -0.0034 -0.0057 0.0011
Si -0.0134 -0.0076 -0.0094
Si -0.0141 0.0022 0.0057
Si 0.0007 -0.0072 0.0004
Si 0.0122 -0.0051 0.0087
Si -0.0276 -0.008 0.0039
Si 0.0241 -0.0007 0.0077
Si -0.0021 -0.0017 -0.0015
Si 0.0021 -0.018 0.0149
Si -0.0006 0.0066 0.0012
Si 0.0092 0.0078 0.0071
Si -0.0015 0.0075 0.0011
Si 0.0055 0.0162 0.0238
Si -0.0131 0.0051 0.0077
Si -0.0034 0.005 -0.013
Si -0.0026 -0.0049 -0.0203
Si 0.0088 -0.0127 -0.0013
Si -0.0061 -0.0095 0.004
Si 0.0108 0.0073 0.0116
Si -0.0005 0.002 -0.0061
Si -0.0015 -0.0026 -0.0088
Si 0.0015 -0.002 0.0025
Si -0.0051 0.0175 -0.0076
Si -0.004 0.0141 0.0083
Si 0.0151 -0.0021 0.0079
Si 0.0115 0.0047 -0.0001
Si -0.009 0.015 0.0004
Si 0.0077 0.0008 -0.0079
Si -0.0132 0.0007 -0.0006
Si -0.0095 0.0383 0.0107
Si -0.0156 0.0157 -0.0006
Si -0.0042 0.0022 -0.0119
Si -0.0044 0.0017 0.006
Si -0.0236 0.0059 0.0173
Si 0.0098 -0.023 -0.0255
Si 0.0046 -0.0065 -0.0123
Si -0.0036 -0.0195 -0.0089
Si -0.0034 -0.0133 -0.0011
Si 0.0121 0.0188 0.0055
Si 0.0219 -0.0095 -0.009
Si 0.0065 0.0047 -0.0058
Si 0.0155 -0.0236 -0.0228
Si -0.0031 -0.0029 -0.0004
Si -0.0142 0.0139 -0.0063
Si -0.0054 -0.0142 -0.0213
Si -0.0107 -0.0033 -0.0091
Si 0.0125 0.0075 -0.0074
Si 0.029 0.0067 -0.0095
Si -0.0023 -0.0037 0.0042
Si -0.0098 -0.0143 0.0049
Si 0.009 -0.0055 -0.0032
Si -0.0003 -0.0141 0.035
Si 0.0054 -0.0013 -0.0032
Si 0.0053 0.0021 -0.0119
Si 0.0107 -0.0041 -0.0069
Si -0.0063 0.0029 -0.0079
O 0.0064 -0.0389 0.0292
O 0.0018 0.0146 0.0025
O -0.0102 0.008 0.012
O 0.0021 0 0.0177
O 0.0093 0.0001 -0.0046
O 0.0046 -0.0207 0.0202
O 0.0125 0.0032 0.0056
O -0.003 0.0006 0.0041
O 0.0052 0.03 0.0391
O 0.0061 0.0088 0.0008
O -0.0024 0.0065 0.0126
O 0.005 -0.0253 0.0359
O -0.0127 0.0104 0.0315
O 0.0031 0.0242 0.0303
O 0.0086 0.0119 0.0098
O 0.0214 0.0063 0.0157
O -0.0219 0.0012 0.0155
O -0.0036 -0.0215 -0.0105
O -0.0239 -0.0091 0.0494
O -0.0026 0.0588 0.0336
O -0.0086 0.0185 0.0272
O -0.0008 -0.0106 -0.0102
O -0.0216 0.0043 0.0274
O 0.004 -0.0023 0.0094
O -0.0078 0.0019 0.0024
O 0.0062 -0.0014 -0.0002
O -0.0012 0.01 -0.0062
O 0.0069 0.0007 0.005
O -0.019 0.0125 0.0059
O 0.0193 -0.0009 -0.0081
O 0.0018 -0.0002 -0.0055
O -0.0062 -0.0122 -0.0386
O 0.0014 0.0018 0.0013
O -0.0034 0.016 0.0014
O -0.0253 0.0023 0.0163
O 0.0159 -0.0141 -0.0197
O 0.0037 0.0109 0.0264
O -0.0118 -0.0141 -0.0161
O -0.0016 0.0053 0.0117
O 0.002 -0.0014 0.0115
O -0.0121 0.0042 0.0106
O -0.0036 0.0055 -0.0005
O 0.0071 -0.0074 -0.0113
O 0.0069 0.0141 0.0027
O -0.0016 -0.0095 0.016
O -0.0092 0.0091 0.0046
O -0.0027 -0.0025 -0.0007
O 0.0116 -0.0037 -0.0487
O 0.0042 -0.0012 -0.0196
O 0.0141 0.0053 -0.0368
O -0.0028 -0.0199 -0.0244
O -0.0056 -0.011 0.0052
O 0.0065 -0.0007 -0.002
O -0.0034 0.0271 -0.0252
O -0.0009 0.0027 -0.0158
O -0.0133 0.0051 -0.0047
O -0.0023 -0.0075 0.0027
O 0.0057 0.0015 0.0181
O -0.0199 -0.0053 -0.0367
O -0.0095 0.012 -0.0029
O -0.0024 0.0038 -0.0079
O -0.0062 0.002 -0.0086
O 0.0131 0.0013 0.0095
O 0.0103 0.0232 0.0008
O -0.0034 0.017 -0.002
O 0.0022 0.0118 -0.0121
O 0.0042 0.0007 0.0063
O -0.0003 -0.0324 -0.0266
O 0.0046 -0.0113 0.0037
O -0.0053 0.0036 0.0016
O -0.0064 -0.0177 -0.011
O 0.009 -0.0059 0.0082
O 0.0004 -0.0059 0.0089
O -0.0022 0.0013 -0.0081
O -0.0123 0.0005 0.0064
O -0.0068 0.0057 0.0039
O 0.005 -0.0141 0.015
O -0.006 0.0001 0.0101
O 0.0067 0.0015 0.0145
O 0.0004 -0.0137 0.0168
O -0.0031 0.004 0.0075
O 0.0014 0.0222 0.0051
O -0.0126 0.001 0.0098
O 0.0053 -0.0003 0.0079
O 0.0008 0 0.0034
O 0.0115 0.0061 0.0079
O -0.0209 -0.0174 -0.0026
O -0.0025 0.0144 -0.0171
O -0.0011 -0.0116 0.012
O 0.0041 0.0012 0.0061
O 0.0024 0.0017 0.0013
O -0.0101 -0.0195 0.0227
O -0.0029 -0.0044 -0.0155
O -0.0204 -0.0032 0.0072
O -0.0024 0.026 -0.0239
O 0.012 -0.0068 0.0045
O 0.0013 0.0002 -0.0071
O -0.0108 -0.0049 -0.0002
O 0.0001 0.0015 0.0099
O -0.0018 0.0026 0.0049
O 0.0072 0.0083 0.0128
O -0.007 0.0042 0.0045
O -0.0096 0.002 -0.0023
O -0.0241 -0.0006 -0.0008
O -0.0034 0.0119 0.0157
O 0.0013 -0.0005 0.0157
O -0.0067 0.0143 -0.0331
O 0.0205 0.0254 0.0182
O -0.0005 0.0069 0.0072
O -0.0337 -0.0109 -0.0069
O 0.0005 0.0016 0.0044
O -0.0157 0.0015 -0.0011
O -0.0054 0.0267 -0.008
O -0.0018 0.0027 -0.0031
O -0.0033 0.0059 0.0095
O 0.0213 -0.0091 0.0134
O 0.006 0.0179 -0.0492
O 0.0029 0.0006 0.0049
O -0.011 -0.0075 -0.0409
O -0.0108 0.0122 0.0091
O -0.0176 0.0135 -0.022
O 0.0023 -0.005 0.0007
O 0.0074 0.0073 -0.0126
O 0.0158 0.0129 0.0092
O 0.0027 -0.0129 -0.0128
O 0.0079 -0.0004 0.0061
O 0.0356 0.0081 0.0121
O -0.011 -0.0092 -0.0044
O -0.0051 0.0285 0.0388
O -0.0103 -0.0037 -0.0005
O 0.002 0.0072 0.0074
O 0.0143 0.0077 0.0096
O 0.0039 -0.0203 -0.0075
O 0.0107 0.0168 0.0016
O 0.012 -0.0062 0.0722
O -0.0159 -0.0502 -0.0389
O -0.0093 -0.0035 0.0098
O -0.0058 -0.01 -0.0054
O -0.0017 0.0034 -0.0115
O -0.0075 -0.0317 0.0512
O 0.0063 -0.0037 -0.0073
O -0.0036 0.004 0
O -0.0033 -0.0194 0.0122
O -0.0037 -0.0023 0.016
O 0.0003 -0.0058 -0.0041
O 0.0192 0.0029 -0.0377
O 0.0071 -0.0237 0.0369
O 0.0005 0.0105 -0.0031
O 0.0109 -0.0166 0.0374
O -0.0083 0.004 0
O 0.0032 -0.0043 0.0083
O -0.0158 -0.0096 -0.0042
O 0.0137 0.0018 0.0009

The program warned: the cutoff lies below the one the program advises for these potential files; the exchange-correlation potential is rough where the density is thin.
